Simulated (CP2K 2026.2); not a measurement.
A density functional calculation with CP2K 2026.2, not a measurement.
Periodic cell of 530 atoms, Si368O162, from a study of silicon, its oxide and their interface. The atomic structure is a simulated model.
Doubt: the forces sum to 0.77 eV/angstrom along one axis rather than to zero, so they err by at least 0.0015 eV/angstrom per atom on average; the grid cutoff is modest.

Settings: functional PBE; method Gaussian and plane waves; basis set DZVP-MOLOPT-SR-GTH; pseudopotentials GTH-PBE; grid cutoff 350 Ry, relative cutoff 50 Ry; k points Gamma only; occupations fixed; spin none; net charge 0.

Cell vectors (angstrom)
a 15.3871 0 0
b 0 15.3871 0
c -1.1338 -0.4295 39.8678

Atoms and the computed forces on them: element, x, y, z (angstrom), force x, y, z (eV/angstrom)
Si 0.827 0.336 32.449 0.019 0.041 0.042
Si 0.872 2.749 32.497 -0.059 -0.281 0.709
Si 10.509 7.395 31.812 -0.244 -0.057 0.535
Si 13.395 10.966 28.71 -0.034 0.104 0.176
Si 4.637 0.095 32.676 0.003 -0.048 0.052
Si 4.756 2.505 32.436 -0.071 -0.053 0.716
Si 3.762 7.508 31.341 -0.03 -0.01 0.014
Si 4.541 10.486 31.78 0.018 0.104 0.142
Si 8.566 0.307 32.43 -0.055 0.016 0.058
Si 10.484 3.322 33.798 0.037 0.041 -0.083
Si 2.033 6.821 28.898 -0.02 -0.055 0.177
Si 7.274 7.209 33.976 -0.007 -0.06 -0.005
Si 12.345 0.368 32.576 0.018 -0.056 0.09
Si 6.63 5.227 35.057 0.005 0.025 0.04
Si 2.01 12.207 24.192 0.101 0.019 -0.002
Si 14.287 13.078 34.957 0 -0.04 -0.036
Si 14.301 -0.275 33.713 -0.006 -0.052 -0.053
Si 14.322 3.334 33.727 -0.014 0 -0.13
Si -0.535 7.238 33.646 0.003 -0.027 -0.049
Si 12.432 11.429 31.538 -0.117 0.005 0.083
Si 2.656 -0.305 33.84 0.005 0.019 -0.018
Si 2.822 3.292 33.679 0.022 0.027 -0.129
Si 1.956 7.16 33.778 -0.305 0.027 0.584
Si 2.339 11.17 33.723 0.201 -0.047 0.817
Si 6.674 -0.358 33.736 -0.004 0.001 -0.063
Si 12.996 4.466 30.086 -0.04 -0.05 0.102
Si 4.619 9.151 36.309 0.006 0.009 0.023
Si 6.956 11.043 33.748 -0.129 0.068 0.792
Si 10.454 1.532 35.301 0.023 -0.029 -0.033
Si 10.376 5.306 35.075 -0.002 0.003 0.029
Si 10.087 11.129 33.646 0.246 0.049 0.746
Si 10.352 9.23 35.076 0.016 0.067 -0.012
Si 14.321 1.521 35.221 0.016 -0.055 -0.027
Si 14.312 5.333 34.979 0.004 0.056 0.011
Si 12.363 9.168 36.324 -0.014 0.008 0.022
Si -0.765 11.066 33.717 -0.207 0.129 0.791
Si 2.754 1.537 35.253 0.01 -0.038 -0.042
Si 2.668 5.263 35.019 -0.009 0.038 0.02
Si 2.636 9.147 34.956 0.039 0.009 -0.044
Si 2.663 13.077 35.066 0.015 -0.062 -0.025
Si 6.641 1.477 35.209 -0.008 -0.04 -0.03
Si 8.913 5.157 30.597 0.013 -0.122 0.287
Si 8.348 9.068 30.272 -0.012 0.045 0.161
Si 6.635 13.032 35 -0.008 -0.058 -0.033
Si 10.421 -0.246 33.802 0.002 0.002 -0.021
Si 6.633 3.27 33.689 0.003 -0.032 -0.119
Si 9.696 7.271 33.966 0.01 -0.026 0.018
Si 10.407 13.083 34.977 -0.017 -0.037 -0.026
Si 12.404 1.504 36.561 -0.018 0.001 0.014
Si 12.366 5.366 36.352 -0.016 -0.01 -0.011
Si 14.351 9.125 35.024 -0.01 0.022 -0.036
Si 12.355 13.044 36.332 0.002 -0.026 0.009
Si 0.831 1.521 36.576 0.014 0.023 0.005
Si 0.789 5.25 36.447 -0.007 0.013 0.012
Si 0.821 9.177 36.467 -0.02 -0.008 0.015
Si 0.765 13.069 36.439 -0.018 -0.019 0.014
Si 4.702 1.49 36.529 -0.012 0.007 0.015
Si 4.644 5.337 36.35 -0.009 0.046 -0.019
Si 8.523 9.239 36.558 0.005 -0.03 0.008
Si 4.664 13.032 36.343 -0.002 -0.012 0.007
Si 8.519 1.508 36.595 0.01 0.011 0.011
Si 8.5 5.227 36.501 -0.007 0.019 -0.005
Si 6.669 9.158 35.131 -0.018 0.045 -0.017
Si 8.521 13.061 36.421 0.014 -0.013 0.03
Si 12.368 14.914 37.811 0.004 -0.019 -0.012
Si 12.372 3.477 37.814 -0.003 -0.007 0.002
Si 12.358 7.272 37.74 -0.01 -0.004 0.007
Si 12.365 11.105 37.702 -0.015 0.022 0.005
Si 0.809 14.946 37.852 0.002 -0.017 0.019
Si 0.799 3.428 37.906 -0.013 -0.014 0.034
Si 0.822 7.22 37.778 0.029 0.013 -0.02
Si 0.796 11.124 37.789 0.016 0.009 0.009
Si 4.675 14.91 37.801 -0.005 -0.01 0.008
Si 4.667 3.455 37.807 -0.009 -0.019 -0.013
Si 4.654 7.256 37.727 0.03 0.007 0.018
Si 4.646 11.09 37.699 0.004 0.003 -0.001
Si 8.515 14.93 37.852 0.01 -0.019 0.015
Si 8.506 3.408 37.94 0.011 -0.047 0.043
Si 8.513 7.228 37.794 0.004 0.021 -0.02
Si 8.51 11.169 37.845 -0.011 0.033 0.007
Si 14.271 14.935 39.194 0.006 0.011 0.01
Si 14.256 3.44 39.221 -0.007 -0.006 0.016
Si -1.112 7.257 39.128 -0.012 0.005 0.016
Si 14.256 11.112 39.132 -0.01 -0.023 0.001
Si 2.755 14.928 39.173 -0.005 0.013 0.013
Si 2.76 3.43 39.192 -0.002 -0.001 0.008
Si 2.75 7.243 39.13 -0.002 0.008 0.014
Si 2.746 11.114 39.118 0.002 -0.013 -0.006
Si 6.578 14.927 39.186 0 0.009 0.016
Si 6.553 3.432 39.22 0.012 0.014 0.012
Si 6.571 7.258 39.128 -0.025 0.014 0.004
Si 6.546 11.12 39.135 0.004 -0.011 0.007
Si 10.452 14.931 39.182 -0.006 0.015 0.01
Si 10.468 3.43 39.209 -0.006 -0.011 0.007
Si 10.445 7.248 39.137 0.021 0.003 0.001
Si 10.468 11.125 39.138 0.007 -0.031 -0.001
Si -0.021 1.917 11.642 -0.006 -0.023 -0.005
Si -0.045 5.763 11.597 -0.005 0.013 -0.006
Si -0.007 9.601 11.566 -0.003 0.017 -0.006
Si 0.015 13.481 11.582 -0.01 0.006 -0.017
Si 3.886 1.874 11.538 0.01 -0.013 0.006
Si 3.853 5.763 11.489 -0.003 -0.013 -0.003
Si 3.863 9.584 11.499 -0.037 -0.018 0.014
Si 3.826 13.471 11.436 0.001 -0.006 -0.019
Si 7.708 1.912 11.593 0 0.006 -0.023
Si 7.71 5.77 11.571 0.001 0.026 -0.015
Si 7.72 9.612 11.553 -0.003 0.017 -0.029
Si 7.688 13.471 11.519 -0.017 -0.03 -0.004
Si 11.584 1.913 11.639 -0.01 -0.01 0.043
Si 11.618 5.759 11.607 -0.011 0.014 0.042
Si 11.633 9.654 11.522 0.015 -0.015 0.002
Si 11.697 13.48 11.484 0.015 -0.019 0.001
Si 13.465 1.927 13.103 0.002 0.021 0.002
Si 13.485 5.79 13.094 0.003 0.003 0.019
Si 13.49 9.668 12.989 -0.005 0.009 -0.019
Si 13.528 13.493 13.017 -0.021 0.01 0.029
Si 1.971 1.868 12.898 0.003 0.043 -0.033
Si 1.933 5.74 12.839 -0.01 -0.043 -0.018
Si 1.941 9.515 12.859 0.012 0.008 -0.014
Si 1.972 13.471 12.869 0.016 -0.003 0.01
Si 5.779 1.838 12.954 0.015 0.01 -0.023
Si 5.739 5.766 12.876 0.039 -0.018 -0.012
Si 5.763 9.582 12.878 -0.008 -0.012 -0.019
Si 5.685 13.468 12.815 0.028 -0.046 -0.056
Si 9.628 1.931 12.973 -0.013 0.004 0.003
Si 9.664 5.765 12.905 -0.045 -0.049 -0.017
Si 9.707 9.673 12.83 -0.027 -0.014 -0.04
Si 9.734 13.469 12.691 0.005 -0.049 -0.043
Si 13.509 -0.019 14.492 -0.012 0.001 0
Si 13.444 3.861 14.522 -0.018 0.009 -0.006
Si 13.491 7.795 14.42 0.036 -0.047 0.019
Si 13.523 11.576 14.41 -0.036 -0.024 -0.003
Si 1.995 -0.024 14.304 0.004 0.005 0.018
Si 1.964 3.827 14.172 0.031 0.001 -0.001
Si 1.918 7.586 14.262 -0.054 0.053 0.092
Si 1.973 11.478 14.101 -0.031 -0.022 0.036
Si 5.728 -0.118 14.332 0.083 0.001 0.049
Si 5.699 3.831 14.198 0.053 -0.01 -0.003
Si 5.717 7.669 14.259 -0.002 0.012 -0.012
Si 5.754 11.553 14.151 0.021 0.013 -0.045
Si 9.664 -0.123 14.149 -0.079 -0.024 -0.019
Si 9.644 3.892 14.345 -0.039 -0.009 0.001
Si 9.76 7.756 14.145 0.041 0.031 -0.02
Si 9.716 11.645 14.118 0.06 0.009 -0.045
Si 0.155 -0.075 15.802 -0.089 0.015 0.054
Si 0.159 3.667 15.636 -0.028 -0.001 0.035
Si 0.113 9.812 19.154 0.378 -0.027 -0.571
Si 0.184 11.497 15.615 -0.059 -0.028 -0.029
Si 7.432 0.395 19.98 -0.044 -0.034 -0.081
Si 3.285 1.995 16.997 -0.227 -0.225 -0.673
Si -0.288 3.205 19.505 0.016 -0.061 -0.249
Si 3.833 11.466 15.525 0.025 -0.045 0.064
Si 7.747 14.554 15.343 -0.083 -0.251 -0.64
Si 8.049 1.37 17.36 0.215 -0.027 -0.085
Si 7.78 7.956 15.307 -0.048 0.016 -0.032
Si 7.73 12.069 15.286 -0.037 0.102 -0.014
Si 11.44 -0.032 15.692 0.006 0.063 0.073
Si 11.451 4 15.903 0.016 -0.003 0.069
Si 11.529 7.872 15.743 -0.015 -0.019 0.046
Si 11.525 11.71 15.693 -0.007 0.049 0.084
Si 0.835 1.842 16.999 0.226 -0.081 -0.615
Si 0.849 9.652 16.923 0.004 -0.016 -0.021
Si 0.061 7.787 15.758 0.051 0.418 -0.443
Si 12.375 1.755 19.745 0.039 -0.138 -0.032
Si 0.43 12.953 19.207 -0.02 -0.074 -0.778
Si 5.859 6.545 19.131 -0.223 -0.061 -0.13
Si 3.242 9.581 16.847 -0.193 0.039 -0.633
Si 3.85 -0.043 15.824 -0.009 0.022 0.132
Si 7.591 3.818 15.53 0.176 0.043 -0.794
Si 3.802 7.621 15.682 0.034 -0.03 0.033
Si 7.907 10.026 16.407 0.001 0.117 -0.647
Si 9.692 12.301 21.919 -0.033 0.042 -0.017
Si 10.196 3.163 23.746 0.078 0.032 0.017
Si 11.162 6.075 17.197 0.274 -0.16 -0.782
Si 10.994 9.855 16.982 0.51 -0.067 -0.737
Si 9.55 7.357 23.187 0.119 -0.072 -0.03
Si 0.501 5.216 17.321 0.132 -0.412 -0.535
Si 7.004 4.156 20.747 -0.009 -0.063 -0.179
Si 11.193 13.533 17.219 0.248 0.037 -0.743
Si 7.709 4.921 23.663 0.09 -0.101 -0.118
Si 11.949 5.473 22.666 0.029 0.053 -0.126
Si 3.619 5.676 17.056 0.112 0.105 -0.795
Si 0.792 13.329 16.909 -0.033 -0.001 0.022
Si 3.202 13.283 16.846 -0.18 0.225 -0.674
Si 3.822 3.818 15.606 -0.002 -0.011 0.074
Si 8.056 6.469 17.061 0.133 0.344 -0.438
Si 4.51 9.298 19.79 -0.011 -0.046 -0.21
Si 4.6 0.374 21.176 -0.003 0.035 -0.129
Si 11.116 1.908 16.956 0.044 0.141 -0.799
Si 8.545 9.423 21.424 -0.018 0.162 -0.096
Si 14.63 6.594 23.777 0.021 0.088 -0.094
Si 12.931 14.017 19.91 -0.361 -0.429 0.462
Si 12.463 9.744 19.732 0.014 0.05 0.046
Si 1.735 4.74 24.284 -0.021 -0.045 -0.072
Si 9.646 12.964 26.762 0.011 0.034 0.111
Si 11.848 4.627 27.255 -0.046 0.002 0.22
Si 3.303 13.359 19.861 -0.101 -0.109 -0.172
Si -0.634 8.334 28.799 -0.045 -0.086 0.11
Si 1.822 4.632 21.152 -0.053 0.012 -0.147
Si 12.561 12.375 21.61 0.084 0.543 -0.633
Si 1.416 1.719 25.26 0 -0.02 0.042
Si 7.129 10.383 19.089 -0.086 0.031 0.028
Si 13.576 7.152 31.56 0.395 0.108 0.585
Si 4.161 2.997 19.97 -0.136 0.059 -0.146
Si 5.023 11.937 29.238 0.018 0.101 0.043
Si 10.466 9.04 25.577 0.105 -0.036 0.027
Si 3.649 11.009 21.952 -0.142 -0.042 -0.183
Si 8.852 5.257 27.426 0.025 0.028 0.144
Si 8.618 2.77 32.49 -0.089 -0.288 0.576
Si 8.721 13.125 19.16 0.193 0.056 -0.09
Si 4.136 11.677 26.488 -0.076 0.07 -0.069
Si 14.292 12.677 24.208 -0.093 0.062 -0.155
Si 8.039 11.97 29.215 -0.005 0.082 0.104
Si 11.673 1.861 26.203 0.033 0 0.02
Si 14.182 0.012 25.721 0.043 -0.076 0.147
Si 12.584 6.743 20.002 -0.024 0.139 -0.181
Si 1.301 -0.307 30.228 -0.217 0.282 0.619
Si 9.486 2.293 20.941 0.011 0.073 -0.177
Si 9.043 14.666 30.368 -0.225 0.271 0.614
Si 4.867 1.948 29.393 -0.048 0.036 0.321
Si 6.227 4.231 26.152 -0.019 -0.066 0.051
Si 6.674 7.099 31.754 0.17 0.129 0.588
Si 3.246 15.051 23.895 -0.055 0.023 -0.015
Si 4.208 14.567 30.583 0.073 0.266 0.719
Si 3.773 6.05 26.348 -0.01 0.005 0.045
Si 6.27 10.175 23.392 0.071 0.063 -0.082
Si 14.224 14.038 28.613 -0.025 0.079 0.06
Si 2.149 2.06 28.203 -0.029 -0.089 0.202
Si 12.388 2.747 32.497 -0.022 -0.131 0.706
Si 12.076 11.428 26.086 0.014 0.064 0.036
Si 9.338 0.593 27.65 0.028 -0.038 0.174
Si 13.052 7.289 26.274 0.08 0.044 0.03
Si 8.198 8.242 27.262 0.026 -0.031 0.067
Si 0.139 7.266 20.928 -0.04 0.059 -0.072
Si 6.616 1.502 27.03 -0.147 -0.117 0.017
Si 12.135 14.4 30.728 0.065 0.508 0.489
Si 7.814 12.725 24.25 -0.059 0.116 -0.076
Si 5.377 8.787 25.874 -0.024 0.002 0.075
Si 0.626 4.14 29.61 0.06 -0.095 0.273
Si 5.646 14.265 25.633 0.069 0.041 -0.027
Si 0.019 13.441 0.668 0.013 -0.001 0.004
Si 0.007 1.916 0.674 -0.012 0.007 -0.004
Si 0.017 5.799 0.679 0.004 -0.001 0.003
Si 0.017 9.612 0.625 0.006 0.002 0
Si 3.886 13.439 0.659 -0.01 0.001 0.009
Si 3.888 1.911 0.657 -0.012 -0.004 -0.007
Si 3.89 5.781 0.672 -0.005 0.008 0.003
Si 3.877 9.61 0.615 -0.004 -0.004 -0.002
Si 7.697 13.443 0.673 0.004 -0.003 0.007
Si 7.699 1.908 0.671 -0.002 -0.001 -0.007
Si 7.703 5.795 0.677 0.016 0.006 0.008
Si 7.706 9.615 0.624 0.017 -0.005 -0.001
Si 11.588 13.448 0.672 0 -0.004 0.001
Si 11.587 1.91 0.666 0.005 0 -0.003
Si 11.581 5.786 0.676 -0.003 0.009 0.006
Si 11.574 9.614 0.621 -0.01 -0.001 -0.001
Si 1.955 13.444 2.011 0 -0.008 0
Si 1.953 1.918 2.007 0.004 -0.002 -0.009
Si 1.955 5.781 2.017 0.003 0.005 -0.007
Si 1.95 9.612 1.986 -0.001 0.004 0
Si 5.789 13.45 2.045 0.003 0.011 0.006
Si 5.791 1.911 2.045 0.001 -0.006 -0.002
Si 5.796 5.782 2.048 0 0 0.003
Si 5.79 9.61 2.005 -0.002 0.005 0
Si 9.643 13.444 2.01 0 -0.013 -0.006
Si 9.644 1.917 2.008 0.005 0.007 -0.011
Si 9.643 5.783 2.017 0.001 0.006 -0.004
Si 9.642 9.615 1.985 0.001 0.006 0
Si 13.495 13.454 2.041 -0.005 0.009 0.009
Si 13.487 1.913 2.046 0 -0.009 0.006
Si 13.489 5.785 2.043 -0.004 -0.004 0.007
Si 13.487 9.608 2.003 0 -0.007 0.002
Si 1.953 -0.008 3.367 -0.008 0.001 -0.005
Si 1.952 3.847 3.367 -0.01 0.011 -0.006
Si 1.952 7.7 3.373 -0.001 -0.016 -0.004
Si 1.952 11.524 3.37 -0.002 0.007 0.004
Si 5.791 -0.01 3.404 -0.01 0.004 0.005
Si 5.796 3.846 3.394 0.002 0.002 0.001
Si 5.793 7.704 3.399 -0.001 -0.013 0.009
Si 5.793 11.521 3.391 0.002 0.008 0.009
Si 9.643 -0.01 3.369 0 -0.003 -0.008
Si 9.643 3.847 3.366 0 0.001 -0.003
Si 9.644 7.703 3.374 0.005 -0.008 0
Si 9.644 11.526 3.371 0.005 0 0.002
Si 13.488 -0.009 3.399 0.01 0.004 0
Si 13.485 3.85 3.387 0.004 0.002 -0.005
Si 13.484 7.703 3.394 0 -0.015 0.003
Si 13.487 11.523 3.381 0.004 0.009 -0.001
Si 0.035 -0.002 4.736 -0.001 0.003 0
Si 0.029 3.849 4.729 -0.001 -0.011 -0.008
Si 0.03 7.685 4.737 0.003 0.013 0.001
Si 0.028 11.529 4.732 -0.006 -0.008 0.004
Si 3.86 -0.006 4.752 0.003 0.005 0.003
Si 3.864 3.846 4.745 -0.001 -0.004 -0.003
Si 3.864 7.692 4.753 -0.007 0.012 0.001
Si 3.865 11.528 4.749 -0.002 -0.011 0.005
Si 7.729 -0.005 4.746 -0.001 0 -0.003
Si 7.731 3.845 4.742 0.006 -0.002 -0.005
Si 7.728 7.693 4.749 0.006 0.01 0.001
Si 7.728 11.528 4.743 0.006 -0.003 -0.003
Si 11.557 -0.005 4.748 0.003 0 -0.001
Si 11.557 3.847 4.741 0.003 0.001 -0.004
Si 11.558 7.695 4.752 0 0.01 0.006
Si 11.562 11.532 4.742 -0.004 -0.007 0
Si 0.029 13.46 6.088 0.002 0.01 -0.001
Si 0.027 1.929 6.086 0.005 0.011 -0.008
Si 0.024 5.76 6.103 0 -0.006 -0.007
Si 0.027 9.605 6.089 0.001 -0.01 -0.002
Si 3.861 13.457 6.111 -0.008 0.008 0.006
Si 3.86 1.924 6.108 -0.01 0.004 0.005
Si 3.861 5.763 6.116 0.001 0.005 0.006
Si 3.861 9.608 6.117 -0.003 0 0.008
Si 7.73 13.456 6.104 0.001 -0.009 0.004
Si 7.735 1.924 6.105 -0.001 0.002 0
Si 7.734 5.763 6.111 -0.005 -0.005 -0.002
Si 7.735 9.612 6.114 -0.001 0.004 0.008
Si 11.563 13.458 6.107 0.005 -0.008 0
Si 11.558 1.925 6.105 0.004 -0.003 -0.003
Si 11.557 5.764 6.112 0.002 -0.009 0
Si 11.56 9.616 6.113 0.009 0.004 0.004
Si 1.931 13.462 7.472 -0.012 -0.005 0.004
Si 1.928 1.932 7.467 -0.024 -0.002 0.004
Si 1.933 5.754 7.484 -0.011 -0.005 0.007
Si 1.927 9.604 7.47 -0.013 0.003 0.002
Si 5.799 13.457 7.453 0.008 0.005 -0.001
Si 5.801 1.926 7.445 0.004 -0.003 0.003
Si 5.801 5.757 7.459 0.006 0.005 -0.003
Si 5.8 9.607 7.454 -0.008 -0.008 -0.001
Si 9.648 13.464 7.481 -0.005 -0.002 0
Si 9.649 1.93 7.489 0.008 -0.002 0.002
Si 9.649 5.759 7.498 0.007 0.007 -0.003
Si 9.651 9.614 7.494 0.005 0.001 -0.001
Si 13.499 13.472 7.452 0.007 -0.001 -0.007
Si 13.494 1.933 7.445 0.023 -0.007 -0.011
Si 13.486 5.754 7.466 0.003 0.005 -0.004
Si 13.497 9.604 7.45 0.01 0.002 -0.008
Si 1.907 0.013 8.823 0.008 0.007 -0.007
Si 1.921 3.833 8.863 -0.001 -0.006 0.003
Si 1.912 7.681 8.836 0.01 0.013 0.002
Si 1.919 11.529 8.823 0.003 0.005 0
Si 5.805 0.006 8.798 -0.008 -0.01 -0.012
Si 5.8 3.835 8.825 0.008 0 0.001
Si 5.81 7.682 8.81 -0.003 0.007 -0.003
Si 5.787 11.528 8.808 0.008 -0.001 -0.01
Si 9.659 0.006 8.848 0.002 -0.017 0
Si 9.655 3.84 8.882 -0.009 -0.003 0.008
Si 9.661 7.686 8.859 -0.001 0 0.011
Si 9.652 11.545 8.849 0.013 -0.007 0.002
Si 13.502 0.022 8.805 -0.007 0 -0.01
Si 13.486 3.832 8.838 0.006 -0.016 -0.011
Si 13.48 7.681 8.813 0.005 -0.007 0.002
Si 13.528 11.536 8.788 -0.023 0.006 -0.005
Si -0.008 0.019 10.222 0.026 0.006 -0.006
Si -0.013 3.828 10.244 0.026 0.017 -0.012
Si -0.022 7.676 10.208 0.01 0 -0.01
Si 0.014 11.543 10.217 0.04 -0.005 -0.005
Si 3.861 0.008 10.118 -0.008 0.001 -0.017
Si 3.876 3.811 10.183 -0.013 0.025 0
Si 3.87 7.678 10.136 -0.011 -0.001 -0.014
Si 3.851 11.514 10.147 -0.023 0.001 -0.01
Si 7.715 0.014 10.183 0.009 0.003 0.01
Si 7.705 3.836 10.221 0.014 -0.001 -0.008
Si 7.722 7.686 10.196 0 0.003 -0.007
Si 7.698 11.534 10.181 0.015 0.004 0.01
Si 11.61 0.039 10.188 -0.009 -0.011 0.001
Si 11.597 3.831 10.245 -0.015 0.011 0.014
Si 11.597 7.683 10.22 -0.014 0.01 0
Si 11.632 11.552 10.145 -0.01 0.003 -0.006
O 13.664 10.854 32.412 0.219 -0.423 -0.1
O 11.032 11.128 32.302 -0.025 -0.325 -0.208
O 2.603 6.91 32.285 -0.287 -0.215 -0.362
O 0.789 11.14 33.176 -0.064 0.02 -0.428
O 8.203 8.336 28.858 -0.002 -0.415 0.022
O 12.013 4.843 28.86 -0.467 0.047 0.24
O 4.67 10.698 30.201 0.15 -0.374 -0.239
O 8.96 5.244 29.016 0.043 0.031 -0.11
O 8.505 11.094 33.17 -0.014 0.015 -0.494
O -0.182 6.637 16.932 -0.35 0.198 0.148
O 7.916 -0.139 16.813 -0.139 -0.261 0.576
O 7.412 2.382 16.292 -0.56 -0.05 0.019
O 7.52 4.973 16.681 -0.246 -0.071 0.193
O 6.794 9.883 17.596 -0.633 -0.133 0.004
O 0.303 2.012 18.562 0.158 -0.29 0.389
O -0.292 4.559 18.59 -0.219 0.452 0.354
O 14.196 6.745 20.154 0.186 -0.316 -0.234
O 0.665 3.546 20.771 0.01 -0.349 0.409
O 14.529 13.781 19.721 0.237 0.336 0.29
O 1.707 13.614 19.96 -0.003 0.584 0.306
O 3.888 2.431 18.472 0.282 0.137 0.22
O 2.088 5.504 17.673 -0.068 0.104 0.319
O 4.719 5.728 18.283 0.023 -0.405 0.12
O 3.685 9.509 18.425 -0.262 0.084 0.308
O 4.184 -0.179 22.608 0.202 -0.03 0.079
O 10.744 2.227 24.93 -0.194 -0.394 -0.247
O 9.604 1.78 17.618 -0.303 0.056 0.568
O 9.581 6.262 17.632 -0.133 0.013 0.366
O 9.371 9.878 17.118 -0.26 0.081 0.139
O 8.165 9.411 19.859 0.208 -0.302 -0.345
O 7.649 14.288 19.442 -0.399 -0.114 -0.153
O 10.999 2.375 20.348 -0.045 0.227 0.213
O 12.096 8.272 20.317 -0.505 -0.069 0.239
O 12.1 6.242 18.532 0.443 -0.287 0.033
O 12.5 10.909 20.858 -0.157 -0.244 0.034
O 11.435 10.083 18.539 -0.171 -0.005 0.055
O 9.691 13.363 17.878 -0.487 0.058 -0.06
O 10.944 6.567 23.286 0.246 0.371 0.535
O 0.902 7.917 28.527 0.107 0.073 -0.303
O 0.976 3.373 30.985 0.326 -0.068 -0.174
O 13.26 5.597 31.212 -0.002 -0.301 0.198
O 1.282 5.612 29.673 0.137 0.033 0.409
O 5.73 3.332 20.189 0.313 -0.187 -0.039
O 4.969 2.747 30.805 -0.007 0.323 -0.189
O 5.916 10.938 32.498 -0.018 0.045 -0.054
O 4.167 8.935 31.981 -0.16 -0.017 0.387
O -0.203 7.472 22.515 -0.051 0.198 0.097
O 8.394 10.673 30.118 -0.026 0.268 0.372
O 5.121 7.794 19.859 -0.014 -0.06 0.305
O 8.812 3.614 31.077 -0.055 -0.249 -0.311
O 8.226 1.5 26.923 0.013 0.481 -0.18
O 1.646 0.949 29.262 -0.042 0.355 -0.275
O 6.21 0.493 21.023 0.241 0.024 0.271
O 12.241 13.619 18.476 0.122 -0.033 -0.054
O 11.234 12.725 26.568 0.065 0.221 0.23
O 8.838 0.852 20.619 0.225 -0.349 0.344
O 9.597 2.284 22.544 -0.126 -0.339 0.236
O 11.128 10.462 25.205 -0.091 0.162 -0.536
O 3.178 4.238 20.34 0.176 0.23 0.023
O 12.225 1.743 18.137 0.39 0.136 0.011
O 3.321 11.336 32.425 0.126 0.544 -0.317
O 14.421 4.166 29.406 -0.058 -0.178 -0.438
O 2.364 13.714 23.731 -0.174 0.065 -0.219
O 9.432 10.718 21.792 0.433 -0.296 0.158
O 11.19 12.54 22.48 -0.078 0.186 0.706
O 8.934 0.42 29.211 -0.324 0.589 0.142
O 5.012 10.977 22.799 0.032 0.209 -0.037
O 8.905 12.571 25.406 0.256 -0.479 -0.02
O 2.146 4.564 22.729 0.48 -0.217 0.129
O 9.374 14.514 27.011 0.092 -0.121 -0.147
O 10.272 4.713 26.871 -0.128 -0.143 -0.629
O 13.899 9.648 19.011 -0.04 -0.29 -0.217
O 13.358 11.859 25.234 0.296 -0.136 0.3
O 9.35 9.243 26.729 -0.07 0.48 0.324
O 4.087 14.744 20.042 0.107 0.178 -0.533
O 5.042 13.265 30.15 0.381 -0.025 -0.157
O 14.022 7.499 24.982 -0.061 0.59 -0.029
O 6.512 4.938 24.734 -0.5 0.439 -0.333
O 12.973 14.738 29.375 -0.152 0.398 -0.247
O -0.748 9.945 28.806 0.719 0.285 -0.186
O 4.939 4.994 26.768 0.111 0.039 0.255
O 9.628 8.498 24.315 -0.242 0.248 -0.078
O 9.683 12.964 20.445 0.32 -0.008 0.153
O 8.13 13.347 30.076 -0.45 -0.027 0.208
O 3.899 11.939 28.074 -0.494 -0.205 0.27
O 2.123 1.504 26.698 0.503 -0.296 -0.174
O 7.798 11.832 18.972 -0.132 0.179 -0.297
O 7.606 5.941 31.121 -0.305 -0.317 -0.233
O 8.573 13 22.844 -0.04 0.489 0.05
O 6.722 8.595 26.74 -0.028 0.159 0.333
O 4.422 7.495 26.01 -0.233 0.139 -0.02
O 3.551 9.65 21.057 -0.381 -0.362 0.293
O 10.247 5.91 31.162 0.248 -0.375 0.198
O 8.611 6.74 26.832 0.291 -0.127 -0.326
O 3.69 12.86 18.369 0.249 -0.173 0.035
O 3.64 2.565 28.556 0.045 0.63 -0.465
O 7.051 4.26 22.352 -0.198 -0.022 0.12
O 5.279 12.775 26.14 0.302 -0.065 -0.003
O 14.449 14.712 27.168 0.19 0.067 0.068
O 5.143 6.66 31.399 0.007 -0.447 -0.302
O 12.473 10.809 30.043 -0.234 -0.63 -0.248
O 12.39 3.208 30.908 -0.378 -0.336 -0.324
O 13.792 12.433 22.678 0.504 -0.29 -0.025
O 12.756 0.762 25.75 -0.078 -0.222 -0.041
O 4.634 10.15 26.332 -0.062 -0.16 -0.184
O 2.64 14.173 30.378 -0.062 -0.359 0.112
O 9.701 8.543 30.989 0.373 0.548 0.083
O 2.951 5.438 25.093 0.31 0.263 -0.419
O 6.219 2.006 28.525 0.201 0.132 0.202
O 10.769 1.287 27.419 0.186 0.089 0.397
O 6.811 13.977 24.53 0.219 0.482 -0.205
O 0.606 8.68 20.241 0.543 -0.068 0.26
O 14.201 14.252 24.578 -0.171 0.301 -0.451
O 10.583 14.14 30.339 0.089 -0.496 -0.361
O 2.75 6.253 27.58 -0.206 -0.084 -0.212
O 7.095 11.285 24.211 -0.026 -0.238 0.071
O 7.169 9.491 22.255 -0.485 -0.122 -0.229
O 8.963 4.079 24.255 0.061 0.256 0.751
O 12.703 5.722 26.443 0.142 -0.251 -0.342
O 5.779 8.962 24.325 0.122 -0.419 -0.239
O 11.413 4.027 23.117 0.083 -0.248 0.045
O 2.273 0.923 24.141 0.068 0.235 -0.426
O 8.459 3.463 20.379 0.367 0.149 -0.375
O 1.189 3.346 28.328 -0.317 0.339 -0.461
O 6.148 -0.032 26.732 0.209 -0.176 0.58
O 3.857 1.79 20.999 -0.527 0.17 0.375
O 11.956 5.693 21.061 -0.183 -0.587 0.011
O 7.177 1.38 18.713 -0.581 0.4 0.017
O 1.306 6.137 20.778 0.236 0.131 -0.173
O 2.809 11.886 25.577 -0.306 -0.231 0.325
O 4.57 0.376 29.564 -0.094 -0.195 -0.253
O 0.161 14.201 29.514 0.176 -0.248 -0.158
O 0.406 11.359 19.633 -0.012 -0.083 0.443
O 7.053 8.562 31.122 -0.168 0.33 -0.25
O 13.445 5.643 23.225 0.1 -0.319 -0.253
O 1.376 3.287 24.894 -0.328 0.123 0.11
O -0.074 1.105 25.364 -0.126 0.147 -0.349
O 0.43 5.687 24.379 -0.155 0.177 0.192
O 12.403 3.186 26.776 0.545 0.091 -0.221
O 13.948 12.459 28.497 0.275 -0.153 -0.033
O 12.636 0.216 20.229 0.044 0.027 0.275
O 7.025 7.073 18.149 -0.199 0.444 0.269
O 3.718 12.286 20.971 0.24 0 0.242
O 7.559 4.379 27.055 -0.01 -0.262 0.116
O 5.714 10.387 19.857 -0.117 0.433 0.202
O 12.517 10.6 27.406 -0.181 -0.531 -0.064
O 6.702 5.639 20.174 0.182 0.265 0.464
O 9.369 8.086 21.757 0.344 -0.392 -0.325
O 3.158 7.511 29.847 0.296 0.492 -0.244
O 2.431 11.173 23.009 -0.387 -0.291 0.162
O 13.797 7.759 27.629 -0.033 -0.275 0.061
O 13.646 2.727 20.063 -0.078 0.197 0.341
O 12.09 7.807 31.774 -0.056 0.272 0.332
O 6.528 11.781 28.654 -0.005 -0.268 -0.624
O 0.413 12.125 24.398 0.048 -0.249 -0.001
O 9.082 12.078 27.989 0.315 -0.218 0.001
O 8.261 6.41 23.387 -0.443 0.34 0.001
O 11.649 8.052 26.054 -0.049 -0.153 0.052
O 12.686 13.016 31.385 0.528 -0.058 -0.044
O 4.277 14.918 25.113 -0.217 0.348 0.323
O 14.293 7.805 30.264 0.03 0.042 0.003
O 5.996 2.617 26.015 -0.136 -0.061 -0.269

Results
total energy: -110399.627 eV
total energy less fixed offsets of O -438.35, Si -107.03 eV per atom: 0.113 eV
